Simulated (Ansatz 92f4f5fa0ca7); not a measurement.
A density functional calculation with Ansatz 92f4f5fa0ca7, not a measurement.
Periodic cell of 351 atoms, Si241O110, from a study of silicon, its oxide and their interface. The atomic structure is a simulated model.
Doubt: the cutoff is far below the 930 eV that the study's wrapper takes by default for these files, so forces and energies are approximate.
This geometry differs little from another in the collection (a relaxation step or a small displacement).

Settings: functional PBE; potential files Ansatz PAW; basis plane waves; wave-function cutoff 580 eV; density cutoff ratio 5; exchange-correlation grid ratio 1; k mesh 1 x 1 x 1, Gamma-centred; self-consistency stop 5e-08 eV per atom in the density residual; occupations fixed; spin none; net charge 0.

Cell vectors (angstrom)
a 11.6015 0 0
b 0 13.3963 0
c 0 0 41.0454

Atoms: element, x, y, z (angstrom)
Si 0 2.2327 1.1851
Si 3.8672 2.2327 1.1851
Si 7.7343 2.2327 1.1851
Si 1.9336 5.5818 1.1851
Si 5.8008 5.5818 1.1851
Si 9.6679 5.5818 1.1851
Si 0 8.9308 1.1851
Si 3.8672 8.9308 1.1851
Si 7.7343 8.9308 1.1851
Si 1.9336 12.2799 1.1851
Si 5.8008 12.2799 1.1851
Si 9.6679 12.2799 1.1851
Si 1.9336 1.1164 1.9745
Si 5.8008 1.1164 1.9745
Si 9.6679 1.1164 1.9745
Si 0 4.4654 1.9745
Si 3.8672 4.4654 1.9745
Si 7.7343 4.4654 1.9745
Si 1.9336 7.8145 1.9745
Si 5.8008 7.8145 1.9745
Si 9.6679 7.8145 1.9745
Si 0 11.1635 1.9745
Si 3.8672 11.1635 1.9745
Si 7.7343 11.1635 1.9745
Si 1.9336 1.1164 4.3426
Si 5.8008 1.1164 4.3426
Si 9.6679 1.1164 4.3426
Si 0 4.4654 4.3426
Si 3.8672 4.4654 4.3426
Si 7.7343 4.4654 4.3426
Si 1.9336 7.8145 4.3426
Si 5.8008 7.8145 4.3426
Si 9.6679 7.8145 4.3426
Si 0 11.1635 4.3426
Si 3.8672 11.1635 4.3426
Si 7.7343 11.1635 4.3426
Si 0 0 36.7048
Si 3.8672 0 36.7048
Si 7.7343 0 36.7048
Si 1.9336 3.3491 36.7048
Si 5.8008 3.3491 36.7048
Si 9.6679 3.3491 36.7048
Si 0 6.6981 36.7048
Si 3.8672 6.6981 36.7048
Si 7.7343 6.6981 36.7048
Si 1.9336 10.0472 36.7048
Si 5.8008 10.0472 36.7048
Si 9.6679 10.0472 36.7048
Si 0 0 39.073
Si 3.8672 0 39.073
Si 7.7343 0 39.073
Si 1.9336 3.3491 39.073
Si 5.8008 3.3491 39.073
Si 9.6679 3.3491 39.073
Si 0 6.6981 39.073
Si 3.8672 6.6981 39.073
Si 7.7343 6.6981 39.073
Si 1.9336 10.0472 39.073
Si 5.8008 10.0472 39.073
Si 9.6679 10.0472 39.073
Si 0 2.2327 39.8623
Si 3.8672 2.2327 39.8623
Si 7.7343 2.2327 39.8623
Si 1.9336 5.5818 39.8623
Si 5.8008 5.5818 39.8623
Si 9.6679 5.5818 39.8623
Si 0 8.9308 39.8623
Si 3.8672 8.9308 39.8623
Si 7.7343 8.9308 39.8623
Si 1.9336 12.2799 39.8623
Si 5.8008 12.2799 39.8623
Si 9.6679 12.2799 39.8623
Si -4.9742 -6.1971 26.2159
Si 5.6946 5.9301 30.582
Si 11.3018 5.8385 21.9479
Si 3.9289 2.3942 32.7411
Si 8.9646 3.6242 27.2147
Si 6.55 -2.5775 30.1027
Si 3.5309 0.2265 29.7251
Si 1.7945 12.1968 23.3897
Si 2.6651 11.6177 30.7381
Si 4.4416 9.9716 30.9494
Si 3.7897 9.1217 32.9919
Si 9.7507 14.9308 31.7651
Si 1.4813 4.1226 30.7584
Si 5.6921 5.7045 32.8986
Si 13.4858 7.9533 28.9856
Si 7.6058 2.3953 32.4486
Si 5.7281 -0.2897 30.4694
Si 12.6094 10.1875 29.8195
Si 5.209 4.2934 14.5321
Si 1.5719 8.5603 26.6138
Si 4.2956 7.87 29.7311
Si -3.2189 10.4869 31.6754
Si 6.7355 15.3287 30.2951
Si 5.7107 12.5226 32.8038
Si 0.2366 2.6476 32.2739
Si 3.375 -3.6117 24.6896
Si 8.878 1.5028 29.4388
Si 1.9304 5.4779 32.7443
Si 5.3626 3.7769 29.5467
Si 9.6626 5.5343 32.8756
Si -0.7693 10.378 31.5515
Si 0.7897 11.1937 27.7062
Si 7.6915 8.4095 32.4655
Si 1.9974 12.401 32.8594
Si 3.3512 13.0911 27.468
Si 6.4416 8.6718 28.9619
Si 1.9477 1.2988 33.4009
Si 5.8382 1.2868 33.6035
Si 9.7081 -0.0122 33.5876
Si -0.0077 4.5071 33.6738
Si 3.8453 4.5215 33.6601
Si 7.6551 4.5044 33.4614
Si 1.8259 7.7852 33.326
Si 5.7077 7.9237 33.6377
Si 9.5182 7.6747 33.7441
Si -0.1509 11.6898 33.4771
Si 3.8575 11.3183 33.7772
Si 7.8735 11.8262 33.5314
Si 1.9131 1.1335 35.8318
Si 5.8059 1.1361 35.947
Si 9.6731 1.0549 35.8231
Si -0.0079 4.4586 35.9897
Si 3.8647 4.466 35.9843
Si 7.734 4.4575 35.864
Si 1.914 7.8064 35.799
Si 5.8095 7.8284 35.9634
Si 9.6518 7.821 36.0302
Si -0.0068 11.152 35.8435
Si 3.8791 11.1799 36.0746
Si 7.7364 11.1709 35.8538
Si 0.009 -0.0288 5.1346
Si 3.8635 0.1076 5.1325
Si 7.7274 -0.0086 5.0893
Si 1.9205 3.3871 5.1939
Si 5.8248 3.3488 4.8829
Si 9.6701 3.3683 5.0324
Si 0.0129 6.7027 5.2753
Si 3.8684 6.6731 5.0978
Si 7.7615 6.6648 5.265
Si 1.9379 10.0755 5.0812
Si 5.7666 9.9889 5.1602
Si 9.6496 10.0308 5.2021
Si -0.0117 -0.1868 7.4981
Si 3.8574 1.5973 7.0248
Si 7.8963 0.0032 7.4134
Si 1.9406 2.8827 7.5461
Si 5.7374 3.067 7.1127
Si 9.6991 3.3864 7.3362
Si 0.1828 6.7983 7.815
Si 4.265 6.7062 7.4194
Si 7.8762 6.3563 7.7606
Si 1.9271 10.3133 7.3931
Si 5.5401 8.8088 7.2585
Si 9.4893 9.9411 7.6282
Si -0.1803 2.017 8.0628
Si 4.0368 0.3542 8.8678
Si 9.6619 3.8358 10.7694
Si -0.1186 2.2757 10.3758
Si 2.3553 6.6715 8.922
Si 9.8975 5.3385 8.6384
Si -0.2748 8.7951 12.3781
Si 5.2952 11.0636 9.9177
Si 7.5494 8.6068 8.4676
Si 2.0067 12.4284 8.456
Si 6.2033 12.9139 8.9114
Si 9.6375 12.1714 8.3913
Si 0.0965 0.079 13.7716
Si 5.099 0.4655 11.9415
Si 4.1345 -3.1704 13.3478
Si 5.8249 5.1219 8.1957
Si 4.7406 8.2383 11.7597
Si 11.6251 9.1354 8.3821
Si -3.8512 15.6653 8.0001
Si 2.3966 5.3581 10.9406
Si 3.242 8.8618 18.8245
Si -2.2846 12.4531 10.7786
Si 7.2243 13.8169 10.7998
Si 11.495 13.529 11.4099
Si 2.0577 3.1956 10.0803
Si 8.8821 3.7717 18.1169
Si 10.6176 1.9968 25.1745
Si -1.224 8.1687 17.9416
Si 3.8269 -1.5236 11.6185
Si 5.6256 4.0493 10.3184
Si -1.7729 4.1412 13.157
Si 1.554 6.754 17.759
Si 12.4884 9.6593 10.5569
Si -3.0516 10.3267 11.815
Si 7.6292 16.1245 10.3095
Si 12.4697 5.8058 12.7747
O 7.4569 -4.2167 15.0943
O 24.1048 -11.2999 17.5154
O 8.1228 15.3607 21.8564
O 12.1094 7.149 21.3751
O -2.5617 9.5328 26.6939
O 15.2115 8.5533 23.6392
O 19.5017 10.9416 13.2005
O -4.1215 1.3132 13.8516
O -2.0084 20.8574 19.1897
O 0.5631 15.819 24.9651
O 10.0421 10.3794 22.4279
O 25.7068 21.8693 20.2349
O 6.9489 9.3454 20.241
O -4.2542 3.5706 27.0035
O -2.68 -12.5608 15.9704
O 9.6537 -10.2795 25.8317
O -8.8696 16.6633 20.3045
O 16.1023 11.9826 27.0815
O 9.8666 -1.6384 16.7678
O 1.6459 3.3915 15.2779
O 7.0794 8.6542 17.6546
O -20.6603 8.0502 17.5881
O 0.1908 12.1441 23.1534
O -0.7471 23.1042 18.2475
Si -0.6102 19.2533 27.3263
Si 5.4649 24.941 25.8592
Si 4.5022 0.6088 16.6277
Si 18.605 1.1224 18.3756
Si -4.9064 -4.1098 10.6351
Si 1.5991 1.9498 16.0398
Si -5.2965 0.6601 24.0903
Si 1.5589 11.9395 10.6927
Si 4.6725 19.1379 11.7698
Si 0.8488 -7.3417 24.7554
Si 7.0622 10.6655 14.5651
Si 5.8189 14.6639 13.9409
Si 6.6116 1.5602 21.3101
Si 14.5648 21.9836 10.1628
Si -11.3495 12.9128 19.5318
Si 23.2072 2.309 18.8847
Si -0.3717 10.9941 17.2927
Si 15.0311 16.0419 30.4001
Si 3.3499 18.7341 22.9577
Si 8.0146 5.1647 15.4588
Si 9.0227 14.6635 14.3938
Si -0.336 8.2473 32.3453
Si 13.5586 6.989 20.6472
Si -3.8256 7.2229 30.3994
Si 0.4603 5.9438 29.4245
Si 4.1776 2.2386 25.5878
Si -2.6984 27.8076 22.9627
Si -10.4468 23.927 14.5581
Si -5.4332 -4.0704 18.8098
Si -4.5102 -5.2079 21.3878
Si 3.9205 23.2523 8.5062
Si 2.3354 18.2598 15.352
Si 13.2884 15.2641 23.9191
Si 16.5806 7.6409 23.5901
Si -2.4714 9.471 23.4082
Si 10.5643 -1.5147 22.1315
Si -10.4297 -10.2957 20.9036
Si -3.3367 10.754 25.9334
Si 8.5547 12.7117 16.5278
Si 4.0922 15.4687 10.5173
Si 17.4576 4.2421 27.2719
Si 15.5627 16.1875 21.3008
Si -1.6794 -13.766 27.152
Si 3.0774 -0.1984 20.8515
Si 7.8697 8.2008 16.3111
Si 21.0646 21.5196 25.9712
Si 8.874 -7.1416 20.0498
Si 4.2916 11.6135 18.5237
Si -1.3742 -20.1587 30.8445
O -8.8404 10.1889 14.3186
O 8.2152 7.0769 25.8438
O 13.3055 13.4983 20.011
O -10.801 12.0057 13.9617
O -0.4779 -1.4492 20.6078
O -14.1944 12.1638 26.1404
O 1.9228 5.7986 14.0607
O 0.2855 5.248 26.0729
O 4.8173 -2.9026 24.8221
O 9.9738 8.5246 24.4561
O -0.3101 -7.4272 23.5818
O 23.2233 7.2172 17.5425
O 16.2134 3.5544 26.4454
O 13.5955 0.2595 24.0964
O 13.3834 -7.2609 19.2559
O -5.5804 40.7574 22.4811
O 2.6998 -14.6477 22.0311
O 13.8518 10.8878 24.2458
O -6.0214 16.2094 20.9903
O -10.8446 14.3866 14.9951
O 1.2944 2.2325 22.348
O -15.4445 13.1528 17.876
O -0.6633 14.2413 19.2623
O -12.5765 0.7422 26.2079
O 3.6499 27.9759 21.4954
O 13.4575 18.9854 16.7063
O 6.6085 4.3643 15.3397
O 14.7278 1.4245 16.3176
O -4.8174 10.9285 26.5602
O -0.5841 12.0527 27.8198
O 17.0388 24.0464 14.2934
O 8.1715 23.8324 24.3277
O -5.8948 21.4557 22.2056
O 5.9759 5.7968 26.7334
O 5.3421 0.41 15.2483
O 21.7855 1.7504 23.6135
O 15.7894 12.5289 19.8714
O -15.6873 11.8456 15.599
O 12.0767 25.4642 18.1705
O -0.2073 31.4313 13.2204
O -1.0041 34.2171 26.9142
O 3.625 27.8209 26.5406
O -15.3563 -10.8786 18.2335
O -6.4677 16.1554 14.0056
O -17.6661 1.915 24.7503
O 9.7239 9.1885 12.1702
O 3.1263 10.4641 18.5606
O -1.5693 0.0582 13.9066
O 6.5023 8.3169 27.3714
O 3.9474 18.0565 15.4866
O 35.4513 10.5057 16.1099
O -5.8558 24.26 18.4447
O -6.0718 28.149 17.6701
O 7.4545 6.7865 20.6428
O -7.7836 -9.5486 22.5293
O 13.526 12.2967 27.1911
O -10.9868 9.9299 26.6383
O 14.612 2.5864 24.5293
O 9.0475 0.2162 28.4072
O 22 16.7276 18.5046
O 7.5661 6.6724 15.8697
O 4.8099 -4.971 18.9229
O 8.475 4.9675 19.1441
O -2.1635 16.1804 28.5445
O 2.1607 5.3497 24.0817
O 0.4939 17.9009 21.4209
O -5.7732 -0.6307 24.8816
O -2.1397 8.2856 16.6014
O 7.9149 27.5918 24.2488
O 16.2504 6.0511 23.6055
O -4.8264 0.7446 19.9363
O 21.3287 2.6804 13.9597
O -0.0416 7.1661 12.5562
O -2.7491 5.1536 14.0401
O -1.7944 5.8203 21.3217
O 12.8047 7.5605 25.3264
O 8.2757 -18.2723 22.4318
O 15.6898 -0.8588 17.2067
O 8.8913 -22.3898 16.6062
O 16.7495 18.749 13.3067
O -17.2975 7.8308 24.9061
O -2.2228 12.9908 22.3128
O 2.9743 6.1993 21.6238
O 11.8548 9.4177 13.7958
O -2.0703 5.1235 27.4743
O 3.038 9.1639 26.1633

Results
free energy: -215750.728 eV
free energy less fixed offsets of O -568.88, Si -635.61 eV per atom: 8.082 eV

Forces (eV/angstrom), in the order of the atoms: element, x, y, z
Si -0.0033 -0.0667 -0.0106
Si 0.0261 0.042 -0.0047
Si -0.029 -0.031 -0.0031
Si 0.0262 -0.0685 -0.0612
Si -0.0293 0.0388 -0.0758
Si -0.0174 -0.0859 -0.0295
Si 0.0033 0.0517 0.0347
Si 0.0098 -0.0194 0.1947
Si -0.0241 -0.0028 0.0171
Si -0.0041 -0.005 0.0799
Si -0.0171 0.0937 -0.0942
Si 0.0489 0.047 0.0241
Si -0.1531 0.1236 -0.0539
Si 0.0904 -0.181 0.0109
Si 0.0377 0.0108 -0.0238
Si 0.0896 0.1719 -0.0435
Si -0.157 -0.0065 0.0221
Si 0.0879 0.1703 -0.0361
Si -0.0792 -0.0592 -0.0471
Si 0.1772 -0.2574 -0.0624
Si 0.0401 -0.073 -0.0551
Si -0.1269 -0.0806 0.0009
Si 0.1144 0.2131 -0.0432
Si -0.0881 -0.1068 -0.0504
Si -0.2991 0.4122 -0.1969
Si 0.1276 -0.2291 -1.0972
Si 0.1476 -0.1769 -0.0984
Si 0.251 0.4907 0.0579
Si -0.3774 -0.0745 -0.4683
Si 0.4399 0.585 -0.6142
Si -0.1447 -0.1291 0.4012
Si 0.2503 -0.4914 -0.205
Si 0.0506 -0.1886 0.8077
Si -0.3332 -0.1826 -0.0549
Si 0.1916 0.3238 0.5319
Si -0.1363 -0.4379 0.3539
Si -0.0016 -0.1454 -0.2907
Si -0.2095 0.5401 0.1875
Si 0.1395 -0.082 0.0332
Si -0.0278 -0.1886 0.2323
Si 0.1715 0.1159 0.2657
Si -0.2455 -0.4013 -0.4652
Si 0.1819 0.1173 0.0949
Si -0.2125 0.219 -0.172
Si -0.1578 -0.2813 0.243
Si -0.3011 -0.269 -0.3968
Si 0.3986 0.052 0.2336
Si -0.0327 0.3963 -0.0591
Si 0.0554 -0.0186 0.0546
Si -0.0604 0.2381 0.0324
Si 0.0036 0.0036 0.0041
Si 0.0143 -0.0846 0.0131
Si 0.0429 0.0636 -0.0109
Si -0.0905 -0.2079 0.0105
Si 0.1 0.0316 -0.0149
Si -0.1123 0.0567 0.041
Si -0.0855 -0.1091 0.0106
Si -0.1287 -0.0865 0.0545
Si 0.173 0.0925 0.0098
Si -0.0087 0.1215 0.0211
Si 0.0042 0.0653 -0.0119
Si -0.0208 -0.0411 0.0776
Si 0.0167 0.0266 0.0427
Si -0.023 0.0434 0.0089
Si 0.0277 -0.0585 0.0406
Si 0.0171 0.0866 -0.0777
Si -0.0165 -0.0502 -0.0115
Si 0.0126 -0.006 -0.0914
Si 0.0193 -0.0038 0
Si 0.0186 0.0427 -0.0619
Si 0.0176 -0.0757 -0.0118
Si -0.0498 -0.0281 -0.0125
Si 0.013 -0.0679 -0.1471
Si -0.0555 0.0538 0.0708
Si 0.0101 -0.0125 -0.01
Si -0.0241 -0.018 0.0031
Si -0.013 0.0108 -0.0118
Si 0.0966 0.1119 0.0811
Si 0.0109 -0.0486 0.0503
Si 0.0124 0.0097 0.0205
Si -0.0342 0.0584 -0.0518
Si -0.0553 -0.3394 -0.3222
Si 0.0323 0.0724 0.1375
Si 0.0144 -0.0098 -0.0015
Si 0.0062 0.0001 0.0304
Si 0.0174 -0.0362 -0.0082
Si 0.0438 -0.0585 0.0013
Si 0.0156 -0.0174 0.031
Si -0.015 -0.0186 -0.0094
Si 0.0441 0.0133 0.0339
Si -0.0082 0.0253 0.0022
Si 0.0014 0.002 -0.0223
Si -0.0003 0.1631 0.0889
Si -0.0184 0.0027 -0.0092
Si 0.0268 -0.0101 0.0081
Si -0.0032 -0.024 -0.0177
Si -0.0184 -0.0081 0.0012
Si 0.0186 0.0367 0.0148
Si 0.0457 -0.0394 -0.0243
Si -0.0027 -0.0352 -0.0164
Si 0.0146 0.0295 0.005
Si 0.0023 0.0136 -0.0201
Si 0.0203 0.0004 0.0016
Si -0.001 0.028 -0.0091
Si 0.0529 0.011 0.003
Si -0.0174 0.037 -0.0186
Si -0.0066 -0.0022 -0.1116
Si -0.2057 -0.0577 0.1578
Si 0.0007 0.0031 0.0132
Si -0.0064 -0.0035 0.0148
Si 0.0107 -0.0141 -0.0319
Si 0.0175 -0.0186 -0.0059
Si -0.0176 -0.0013 -0.0051
Si -0.0141 0.02 0.0259
Si -0.0005 -0.0068 -0.0127
Si 0.0108 -0.0283 0.0063
Si -0.0157 -0.0112 0.0013
Si -0.0315 -0.018 -0.0055
Si 0.0219 0.0038 0.3214
Si -0.0055 0.0046 0.0223
Si 0.0077 0.012 0.0133
Si -0.01 0.0069 0.01
Si -0.0027 -0.0179 0.009
Si 0.0158 -0.009 0.0085
Si 0.0051 0.0056 0.0054
Si 0.0055 -0.0035 -0.0005
Si 0.0055 0.0121 0.02
Si -0.0067 0.003 0.0087
Si 0.0148 0.0032 -0.0049
Si 0.0053 0.0189 0.0048
Si -0.0131 0.1065 -0.1691
Si 0.0004 0.0038 0.007
Si -0.0107 0.0106 -0.0042
Si 0.0082 -0.0289 0.0135
Si -0.0089 -0.008 -0.0034
Si -0.0066 -0.0399 0.0079
Si -0.0115 0.0065 -0.0136
Si 0.0043 -0.0226 -0.005
Si 0.0222 0.0028 0.0106
Si 0.0249 -0.002 0
Si -0.0112 0.0003 0.0095
Si 0.0112 -0.0001 -0.0042
Si 0.0088 0.0107 0.0027
Si -0.0038 0.002 0.0056
Si 0.0099 -0.0005 -0.0133
Si -0.0087 0 0.0115
Si -0.0126 0.0083 0.0006
Si 0.0245 0.0953 0.002
Si -0.0158 0.0045 0.0491
Si -0.0129 0.0144 -0.0052
Si -0.0089 0.0008 0.003
Si -0.0046 0.0399 0.0106
Si 0.0113 0.0014 0.0048
Si -0.0211 -0.0032 0.0362
Si -0.0103 0.0206 -0.0076
Si -0.0081 -0.0095 0.0062
Si 0.0076 -0.0109 -0.009
Si -0.0195 -0.0067 0.004
Si -0.0013 0.0226 0.0134
Si 0.0268 0.0161 0.0129
Si -0.0251 -0.0268 0.0042
Si 0.0176 0.0177 -0.0046
Si -0.0736 -0.0402 0.1016
Si -0.0116 -0.0231 -0.0077
Si 0.0091 0.0093 -0.0296
Si 0.0327 -0.0037 -0.0165
Si -0.0172 -0.0139 -0.0092
Si -0.0217 0.0034 0.0078
Si -0.0292 -0.0073 0.069
Si -0.0136 -0.0377 -0.0405
Si -0.0048 -0.0036 0.027
Si 0.001 0.0141 0.0091
Si -0.021 -0.0293 0.0045
Si 0.0054 -0.0149 -0.0443
Si 0.0197 -0.0198 0.012
Si 0.006 -0.0186 -0.0128
Si -0.0079 -0.0004 -0.0096
Si 0.0296 -0.0195 0.0296
Si 0.0008 0.031 0.0046
Si 0.0187 -0.003 0.0179
Si -0.0248 -0.0034 0.0168
Si 0.0184 -0.0008 0.0058
Si 0.0339 -0.0084 -0.0164
Si 0.0162 -0.0013 -0.0103
Si 0.0122 -0.0051 0.01
Si -0.0086 0.0157 0.0067
Si 0.0014 -0.0183 0.0815
Si -0.0004 -0.0327 -0.0013
Si 0.0387 -0.0025 -0.0049
Si 0.0345 0.02 -0.0386
Si 0.0079 -0.0208 -0.0212
Si -0.0144 -0.0269 0.0609
O -0.0151 0.0292 -0.0013
O 0.0053 -0.0051 -0.0134
O 0.0097 -0.0083 0.0137
O 0.0047 0.0058 0.0029
O -0.0747 0.0067 0.081
O -0.005 0.0104 0.0109
O -0.0202 -0.0135 0.0202
O -0.0075 0.0005 -0.024
O -0.0017 0.0035 0.0021
O -0.0226 0.0017 0.0166
O 0.0015 0.0004 -0.0093
O 0.0041 0.0089 0.003
O 0.0027 0.0039 -0.0036
O -0.0055 -0.0079 0.0296
O -0.003 -0.0139 0.0016
O -0.0044 0.0045 0.0146
O 0.002 0.0069 0.0086
O 0.0013 0.0159 -0.0061
O -0.0039 -0.0028 0.0111
O 0.0144 0.0147 0.0067
O 0.0043 -0.0013 0.0006
O 0.0067 0.0018 0.0099
O 0.0091 -0.0088 0.0049
O -0.0092 -0.0184 0.0086
Si -0.0309 0.0191 -0.0472
Si -0.0157 0.0531 -0.0818
Si -0.027 -0.0035 0.0024
Si -0.0016 0.0016 0.0067
Si 0.0275 0.0174 0.0081
Si -0.027 0.0067 0.0186
Si -0.0148 -0.0062 -0.004
Si 0.0019 0.0215 0.0034
Si -0.0022 0.0426 -0.0283
Si -0.006 -0.004 -0.0473
Si 0.0242 -0.0056 0.0237
Si 0.043 0.0307 0.0787
Si -0.01 0.0145 0.001
Si 0.0056 -0.0344 0.0177
Si 0.0216 0.016 -0.0099
Si 0.041 0.0027 0.0537
Si 0.019 0.0145 -0.0196
Si -0.0091 0.0215 0.0181
Si 0.0068 -0.0198 -0.0111
Si 0.0109 0.0043 -0.0052
Si 0.026 0.0002 -0.0015
Si -0.0533 0.0363 -0.022
Si -0.0037 -0.0145 -0.0098
Si 0.0321 0.0214 0.0264
Si 0.0102 0.0294 0.0059
Si -0.0156 0.0115 -0.0145
Si -0.005 -0.0003 0.0051
Si -0.017 0.0162 0.0175
Si -0.0031 0.0026 -0.0027
Si 0.0071 -0.0254 -0.018
Si -0.0295 0.0019 -0.0341
Si -0.0297 0.0272 -0.011
Si 0.0221 -0.0064 -0.0038
Si -0.0068 -0.0121 -0.0181
Si 0.0032 -0.0066 0.0016
Si 0.0071 0.0205 0.0049
Si -0.0018 -0.0194 -0.0617
Si 0.0025 0.0224 -0.0163
Si 0.0128 0.0158 -0.0123
Si -0.0013 0.0193 -0.0461
Si -0.0124 -0.0332 -0.0956
Si -0.0141 -0.0024 -0.0078
Si 0.0102 -0.0005 -0.0054
Si -0.0085 0.0211 0.0036
Si -0.0072 -0.0124 -0.0182
Si 0.0638 0.0037 -0.0143
Si -0.0008 -0.0204 0.0126
Si -0.0043 0.0052 0.0118
Si -0.0038 -0.0064 0.0248
O 0.0047 0.005 -0.0016
O -0.07 -0.0944 -0.0298
O -0.0036 -0.0143 -0.0014
O 0.0152 -0.0159 -0.0128
O -0.0039 -0.0051 0.0066
O 0.0169 0.0149 0.0057
O 0.0134 -0.0071 0.0089
O -0.0148 -0.008 0.0435
O -0.0055 0.0212 0.0594
O 0.05 0.0021 -0.0132
O -0.0035 0.0012 0.0239
O 0.0022 0.0007 0.0162
O 0.0395 0.0187 0.0559
O -0.0082 -0.0112 -0.0094
O -0.0075 0.0191 -0.0119
O 0.0056 -0.0087 0.0171
O -0.0048 -0.0051 0.0138
O 0.0177 -0.0169 0.0038
O 0.0202 -0.0112 0.0008
O 0.007 -0.0026 -0.0246
O -0.0005 -0.0145 0.0447
O -0.0116 0.0092 0.0148
O -0.0135 -0.0154 -0.0009
O -0.0082 -0.0071 0.0186
O -0.0082 -0.0214 0.0035
O 0.0005 0.0147 0.0046
O -0.0168 0.002 -0.0083
O 0.0255 -0.0093 0.0069
O -0.0229 0.0015 -0.0039
O 0.0189 -0.0107 0.011
O 0.009 0.0081 0.0001
O -0.0016 0.0005 0.0109
O -0.015 -0.0002 0.0029
O -0.0352 -0.0368 0.0369
O 0.0024 0.0123 -0.0406
O -0.0083 -0.0084 0.0113
O 0.007 -0.0081 -0.0097
O -0.0092 -0.0148 -0.0088
O -0.0093 0.0014 0.0184
O -0.0127 0.0067 -0.0203
O 0.0224 -0.0101 0.0209
O -0.0061 -0.043 0.0591
O -0.0069 -0.0044 0.0065
O -0.0042 -0.0214 -0.0066
O 0.0051 -0.0031 0.0095
O 0.0314 -0.0171 -0.002
O 0.0021 -0.0005 0.0087
O -0.002 0.016 -0.0215
O 0.1312 0.1469 -0.1442
O 0.0275 -0.0066 -0.0008
O -0.0079 -0.0073 0.01
O 0.0052 -0.0036 0.0079
O 0.0072 -0.0079 0.0069
O 0.003 0.0086 0.0025
O -0.0031 0.0138 0.0201
O 0.0278 0.0243 0.0277
O -0.0202 -0.0041 0.0071
O 0.0106 -0.0091 0.0196
O -0.0166 0.0363 0.0278
O -0.0374 0.0134 -0.0166
O -0.0008 0.0144 0.014
O 0.011 -0.0007 0.0075
O 0.0084 0.0097 0.0025
O -0.0038 -0.0071 0.011
O -0.0037 0.0097 0.015
O -0.0045 0.017 0.02
O -0.033 -0.1065 0.069
O 0.0023 -0.001 0.0177
O 0.0097 -0.0026 -0.0063
O 0.0062 0.0077 0.0073
O 0.0045 0.0044 -0.0078
O -0.0051 -0.0296 -0.0052
O 0.0128 0.0463 -0.0233
O -0.0011 -0.0001 -0.018
O -0.0132 0.0132 -0.0143
O 0.0064 0.0008 0.0272
O -0.0041 -0.0037 0.0176
O 0.0063 0.0146 0.0011
O -0.0034 0.0032 0.0087
O 0.0099 -0.0252 0.0177
O 0.0321 0.003 0.0449
O -0.0003 0.0022 0.0074
O 0.0016 0.0054 0.0122
O 0.0082 -0.0104 -0.0357
O 0.0299 -0.005 0.0112
O 0.0094 0.0082 -0.0079

The program warned: the cutoff lies below the one the program advises for these potential files; the exchange-correlation potential is rough where the density is thin.
